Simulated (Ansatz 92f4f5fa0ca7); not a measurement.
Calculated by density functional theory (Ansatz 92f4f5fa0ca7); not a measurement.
Periodic cell of 224 atoms, Si133O90H1, from a study of silicon, its oxide and their interface. The atomic structure is a simulated model.
Doubt: the cutoff is far below the 930 eV that the study's wrapper takes by default for these files, so forces and energies are approximate.
This geometry differs little from another in the collection (a relaxation step or a small displacement).

Settings: functional PBE; potential files Ansatz PAW; basis plane waves; wave-function cutoff 580 eV; density cutoff ratio 5; exchange-correlation grid ratio 1; k mesh 1 x 1 x 1, Gamma-centred; self-consistency stop 5e-08 eV per atom in the density residual; occupations fixed; spin none; net charge +1 e, with a uniform compensating background and no finite-size correction.

Cell vectors (angstrom)
a 10.938 0 0
b 0 10.938 0
c 0 0 32.3698

Atoms and the computed forces on them: element, x, y, z (angstrom), force x, y, z (eV/angstrom)
Si 0.4759 -0.5545 24.7983 -0.0258 0.0335 0.0814
Si 5.5732 -0.2817 24.9608 0.026 -0.0228 -0.0864
Si 2.582 2.9546 24.9846 0.0154 -0.014 0.0317
Si 8.0763 2.958 24.7111 -0.0084 0.0361 -0.0726
Si 0.3582 5.2337 24.8803 0.0298 -0.0038 -0.091
Si 4.8469 6.0277 24.8677 0.0749 -0.042 0.0238
Si 2.7176 8.2334 25.3604 -0.0172 0.0048 -0.1335
Si 7.959 8.5621 24.7679 -0.0269 0.0022 -0.0073
Si 1.3796 1.2761 26.1327 -0.004 -0.0277 -0.0378
Si 6.7939 1.4472 26.0703 -0.0038 0.0094 0.0169
Si 4.0713 4.2266 26.2556 0.0224 -0.0022 -0.0306
Si 9.5766 4.1247 26.1244 -0.0551 0.0214 0.0006
Si 1.2832 6.7789 26.3988 -0.015 0.0263 0.0234
Si 6.7784 6.8962 26.0501 -0.0156 -0.0214 -0.0257
Si 4.1787 9.5962 26.5006 0.0067 0.0082 0.0174
Si 9.5899 9.5878 26.1415 0.061 -0.0126 -0.0269
Si 2.72 0.0488 27.6429 -0.0023 0.0356 0.03
Si 8.1999 0.0661 27.5037 0.0057 0.0044 0.0252
Si -0.0145 2.7006 27.5148 0.0265 -0.0414 0.0456
Si 5.4617 2.7738 27.5422 -0.01 0.0088 0.0102
Si 2.7143 5.4706 27.6821 -0.0222 -0.0297 0.0388
Si 8.1753 5.5008 27.4904 0.0005 0.0108 0.0152
Si -0.0811 8.2239 27.617 -0.0336 0.0002 0.0154
Si 5.5442 8.1463 27.6551 0.0171 -0.012 0.0131
Si 4.1018 1.3673 28.9516 0.1039 0.5306 0.1306
Si 9.5708 1.3673 28.9516 -0.0784 0.1014 -0.2317
Si 1.3673 4.1018 28.9516 -0.3116 -0.5437 0.1334
Si 6.8362 4.1018 28.9516 0.1327 0.1566 -0.3873
Si 4.1018 6.8362 28.9516 0.1697 -0.058 0.5247
Si 9.5708 6.8362 28.9516 -0.5952 -0.1032 0.0312
Si 1.3673 9.5708 28.9516 -0.1921 0.009 0.0622
Si 6.8362 9.5708 28.9516 0.5157 0.2493 -0.0494
Si 0 0 30.3188 -0.0145 -0.0548 -0.0012
Si 5.469 0 30.3188 0.0595 0.0336 -0.0636
Si 2.7345 2.7345 30.3188 0.0104 0.0112 0.0446
Si 8.2035 2.7345 30.3188 0.079 0.0155 -0.0458
Si 0 5.469 30.3188 -0.0824 -0.1522 -0.054
Si 5.469 5.469 30.3188 -0.0857 0.0066 0.0314
Si 2.7345 8.2035 30.3188 0.0913 -0.0114 -0.0164
Si 8.2035 8.2035 30.3188 0.0645 0.0562 0.0477
Si 1.3673 1.3673 31.6861 0.0419 0.0078 -0.0272
Si 6.8362 1.3673 31.6861 -0.0559 -0.0088 -0.028
Si 4.1018 4.1018 31.6861 -0.0046 -0.013 -0.0052
Si 9.5708 4.1018 31.6861 -0.0035 0.0748 0.0013
Si 1.3673 6.8362 31.6861 -0.003 0.015 -0.0429
Si 6.8362 6.8362 31.6861 -0.0299 0.0263 -0.0273
Si 4.1018 9.5708 31.6861 -0.0647 0.0298 -0.0257
Si 9.5708 9.5708 31.6861 0.0076 -0.0424 -0.0073
Si 2.7345 0 0.6835 0.0354 -0.0254 0.0181
Si 8.2035 0 0.6835 0.0073 0.0006 0.0048
Si 0 2.7345 0.6835 0.0096 -0.0258 0.0166
Si 5.469 2.7345 0.6835 0.0072 0.0032 0.0287
Si 2.7345 5.469 0.6835 0.0311 0.0039 0.0153
Si 8.2035 5.469 0.6835 0.0196 -0.0381 0.0142
Si 0 8.2035 0.6835 0.0146 0.0176 0.0305
Si 5.469 8.2035 0.6835 -0.0192 -0.0377 0.0214
Si 4.1018 1.3673 2.0507 -0.1213 -0.0517 -0.0314
Si 9.5708 1.3673 2.0507 -0.0009 -0.0194 0.0214
Si 1.3673 4.1018 2.0507 -0.0146 0.0264 0.0231
Si 6.8362 4.1018 2.0507 -0.0761 0.0532 -0.0292
Si 4.1018 6.8362 2.0507 -0.0087 -0.0146 0.0473
Si 9.5708 6.8362 2.0507 -0.0516 -0.0169 -0.0192
Si 1.3673 9.5708 2.0507 0.02 -0.0337 0.0028
Si 6.8362 9.5708 2.0507 0.0342 0.0846 0.0228
Si 0 0 3.418 -0.0876 -0.0169 -0.1844
Si 5.469 0 3.418 0.2198 0.2162 0.1202
Si 2.7345 2.7345 3.418 0.2138 -0.1562 -0.2575
Si 8.2035 2.7345 3.418 -0.0585 0.0312 0.4239
Si 0 5.469 3.418 -0.3108 -0.1935 0.0666
Si 5.469 5.469 3.418 0.2559 -0.1453 -0.2943
Si 2.7345 8.2035 3.418 -0.1156 0.0868 -0.1005
Si 8.2035 8.2035 3.418 0.0004 -0.2055 -0.0346
Si 1.3216 1.403 4.7582 -0.1653 -0.0441 -0.0375
Si 6.8484 1.3606 4.8554 0.0101 0.0469 -0.0034
Si 4.1753 4.0335 4.7398 0.0421 0.0377 0.0047
Si 9.5503 4.1084 4.8507 -0.034 -0.0039 -0.0047
Si 1.3634 6.8173 4.7556 0.0573 0.0262 -0.0137
Si 6.8535 6.7996 4.7836 -0.0457 0.0068 -0.032
Si 4.1294 9.5509 4.7563 -0.0371 -0.0648 -0.0179
Si 9.5574 9.5804 4.7813 0.0578 0.048 -0.011
Si 2.81 0.0675 6.0445 0.4924 0.4873 -0.0904
Si 8.1733 -0.0757 6.2275 0.0096 -0.0636 0.0698
Si -0.0713 2.6777 6.2215 0.0622 -0.0209 0.0539
Si 5.5439 2.7878 6.2749 -0.0984 -0.0687 0.0269
Si 2.709 5.3488 5.9729 -0.0097 -0.0726 0.0403
Si 8.1982 5.4933 6.2739 0.0309 0.0046 0.0265
Si -0.0441 8.1139 6.1478 -0.0772 0.0369 0.081
Si 5.4095 8.1139 6.101 0.031 -0.082 0.1841
Si 3.8273 1.7039 7.4691 0.0457 -0.214 -0.0831
Si 9.8126 0.999 7.5621 -0.0883 0.1081 -0.1972
Si 1.5786 3.8762 7.3906 -0.0516 0.0279 -0.0853
Si 6.5835 4.4546 7.6911 -0.0154 -0.0029 -0.0521
Si 4.1761 6.4901 7.3338 -0.087 0.2535 -0.036
Si 9.2973 7.1173 7.6267 0.0452 -0.0125 -0.157
Si 1.1189 9.9026 7.0272 -0.1766 -0.512 -0.1094
Si 6.9378 9.241 7.4672 -0.1092 0.0634 -0.0973
O 11.0011 5.9027 23.4032 -0.0043 -0.0071 0.0195
O 4.5367 0.036 23.721 -0.011 0.026 -0.0089
O 8.0967 8.1861 8.0523 -0.0154 0.0335 0.0498
O 2.6958 2.7929 7.9497 -0.0022 -0.0351 0.0121
O 7.1749 4.0791 23.8967 -0.0095 -0.0028 0.0272
O 1.6826 9.2598 24.5507 0.0133 -0.0117 0.0492
O 5.3565 5.523 7.9339 0.0784 -0.0643 0.0606
O 0.1238 -0.0836 7.8646 -0.1589 0.174 0.246
O 7.0485 4.1652 9.2571 0.0099 -0.0004 0.0393
O 6.0052 9.8917 8.6627 0.2818 -0.0253 -0.0904
O 10.0767 6.5628 8.9678 0.0356 -0.041 0.0693
O 3.3743 9.4331 9.0247 0.027 0.0945 0.0398
O 4.3417 0.9852 8.8495 0.0354 0.0875 -0.0469
O 1.0443 4.7027 8.6953 -0.0347 0.0127 0.0135
O 9.2643 1.3768 9.0483 -0.0102 0.0102 0.0777
O 3.2376 6.8938 8.6247 0.0955 -0.205 -0.0315
O 7.4007 6.2461 22.2801 -0.0003 -0.0066 0.017
O 8.8764 2.1387 23.5235 0.0162 0.0098 0.009
O 5.1039 5.496 23.3383 0.0087 -0.0091 -0.0179
O 3.3367 2.4121 23.6247 0.0223 -0.0243 -0.0294
O 10.9299 -0.2405 23.2543 0.0059 -0.0013 -0.0476
O 3.7304 7.2103 24.5232 -0.0283 0.0368 0.0451
O 1.451 4.0544 24.5209 -0.0329 0.005 0.0464
O 6.7599 9.6508 24.3807 -0.034 0.0252 0.0797
Si 14.6445 1.0709 22.7784 0.0102 -0.011 -0.0109
Si -1.2723 2.5958 22.1651 -0.0229 0.0049 -0.0247
Si 0.7321 11.5469 22.0577 0.0003 -0.0073 -0.0174
Si 11.636 0.7758 14.9356 -0.003 0.0049 -0.0061
Si 5.8962 -0.645 12.0528 -0.0443 -0.0089 -0.0289
Si 11.667 15.7505 12.6363 0.0099 -0.0063 0.0197
Si 9.3981 1.5659 10.6726 -0.0093 0.0231 0.0364
Si 5.2894 4.0458 20.0086 0.0006 -0.0116 0.0006
Si 9.9161 8.0377 13.4801 0.0364 0.012 -0.0217
Si 10.4423 -2.9707 16.4618 0.0041 0.0053 -0.0004
Si 10.8247 5.2704 9.6672 0.0415 0.0481 0.0184
Si -0.2786 5.4576 21.8608 -0.0071 0.0086 -0.0376
Si 8.6279 -1.2731 11.4788 0.0189 -0.0169 0.0443
Si 8.8033 5.0502 13.182 0.0154 -0.0003 0.0355
Si 7.2704 3.569 15.5998 0.0107 0.0058 -0.0018
Si 12.2919 6.0404 15.3734 0.0049 0.0039 0.0017
Si 5.7105 5.6809 17.3552 0.0063 0.0072 0.0233
Si 4.6494 10.4257 9.3898 -0.555 -0.3611 -0.1324
Si 13.4404 1.468 18.6995 0.0162 0.0076 0.0017
Si 9.6947 0.768 19.8416 -0.0052 -0.0006 0.001
Si -1.0749 2.272 16.969 0.0081 -0.0046 0.0117
Si 12.6428 9.8966 17.1836 -0.0054 0.0038 0.0055
Si 5.1812 1.1212 20.0653 0.0101 -0.0069 -0.0116
Si 3.602 7.7524 16.431 0.0054 0.0052 -0.0031
Si 13.0407 4.1276 20.0358 -0.0066 0.0106 0.0042
Si -3.5803 9.6776 19.8005 0.0142 0.0097 0.0144
Si 8.4203 7.446 21.9106 -0.014 -0.0052 -0.0142
Si 2.5921 2.4287 13.368 -0.0022 -0.0111 -0.0028
Si 5.6785 -1.4243 14.8936 0.0028 0.0116 0.0146
Si 2.8771 8.0172 9.7262 0.0804 0.4639 -0.3386
Si -3.5241 -2.6382 17.0579 0.0063 0.0089 0.0204
Si 0.847 11.6469 11.9747 0.0354 -0.0602 -0.0274
Si 6.5029 4.9763 22.7016 0.0132 0.0131 -0.0285
Si 1.6259 -7.1336 17.2177 -0.0047 0.0057 0.0091
Si 11.2347 8.8451 10.9535 0.1002 -0.0083 -0.0097
Si 5.46 1.4333 14.1091 0.0041 -0.0053 0.0187
Si 8.1448 4.0601 10.4611 -0.0018 -0.0013 0.022
O 8.1863 2.5665 11.0941 0.0139 -0.0212 -0.0297
O 5.7572 -1.7027 13.2797 0.0106 -0.0022 0.0179
O 9.8496 1.5303 18.4165 0.0019 0.0021 0.0006
O 3.6976 -6.6458 20.3914 0.0043 -0.0012 0.0087
O -1.2702 8.9306 10.434 -0.0203 0.0232 0.0172
O 0.1179 0.2019 20.5938 -0.0051 0.0041 0.0052
O 1.2453 8.0807 9.8642 -0.0122 -0.0324 0.0294
O 15.103 2.3946 13.7838 0.0035 0.0085 -0.0035
O 18.0077 -1.2537 11.0823 0.0408 -0.0024 0.0184
O 12.5381 0.1786 18.2637 0.002 -0.0095 -0.0042
O 10.9836 6.4198 16.3009 0.0073 0.0023 0.0016
O 10.3905 -2.3868 14.9355 -0.0018 -0.0053 0.002
O 7.9275 4.487 14.4138 -0.0054 -0.0127 0.0101
O 13.2925 12.2185 12.2206 -0.0049 0.0293 0.0164
O 6.8183 6.7986 16.9952 0.0015 -0.0031 -0.0011
O 11.1586 11.2348 13.4394 0.0046 0.0104 0.005
O 12.984 4.6646 15.9021 -0.003 0.0012 0.0136
O 19.7063 -0.5159 19.5519 -0.006 -0.0005 0.0004
O 0.3036 13.1101 22.3286 0.0064 -0.0014 0.0229
O 6.0973 0.8428 12.7102 0.0304 0.005 0.0063
O 5.6865 2.5515 19.4344 -0.0039 0.0012 0.0085
O -1.9422 1.8152 20.8966 0.0075 -0.0016 0.0187
O 5.1356 0.1232 15.0602 -0.002 -0.0008 0.013
O 7.9653 5.0715 11.7395 -0.0164 0.01 -0.0131
O 12.5974 2.0845 14.6701 -0.0008 -0.0035 0.006
O 6.1862 4.1537 21.3549 0.0022 0.0042 0.0204
O 1.807 4.7451 18.549 -0.0015 -0.0071 -0.0227
O 0.9692 10.3247 11.0402 -0.0498 0.0304 0.0259
O 3.8955 0.7442 19.133 -0.004 0.0073 0.0063
O 11.3835 8.8941 17.4003 0.0057 0.0019 0.0059
O 11.5087 5.5036 11.1402 0 -0.0057 -0.0094
O 10.942 12.8144 11.1481 -0.0173 0.0179 -0.0215
O 3.0554 -1.9635 17.3875 -0.0041 0.001 0.0054
O 6.1032 4.411 16.3869 0.0064 0.0004 -0.0082
O -2.2159 8.1804 23.3532 0.0139 -0.0139 -0.0184
O 1.0125 16.8661 13.7879 0.0033 0.0065 0.0035
O 10.1899 4.1623 12.9915 -0.0061 0.0096 -0.0097
O 5.7403 5.153 18.8984 0.0014 0.0095 -0.0125
O 9.6044 4.1995 21.9055 0.0062 -0.0092 0.0259
O 4.2542 6.4296 17.1493 0.0034 0.0038 0.0024
O 3.5739 7.7964 11.1696 0.2555 -0.3621 0.238
O 4.6681 -0.4968 11.0001 0.1497 0.0127 0.1836
O 7.6572 8.5013 20.9102 0.0017 0.0028 0.013
O 1.8757 2.4634 19.8897 -0.0008 0.0007 0.0023
O 9.0041 -2.8808 17.1682 -0.0151 -0.0018 0.0029
O -1.1344 6.7606 21.2809 0.0097 -0.0074 0.0223
O -2.1888 -1.8929 12.9663 -0.008 0.0229 -0.0565
O 9.0842 0.2626 11.555 -0.008 -0.0076 -0.0226
O -0.6143 12.1345 15.8143 0.0051 0.0013 -0.0026
O 4.6615 8.3966 15.4162 0.0041 0.0009 0.0099
O 8.4298 2.9709 16.5985 -0.0102 0.0105 -0.0067
O 2.3785 -3.6587 15.4841 0.0004 -0.0068 -0.0004
O -4.7074 10.8146 20.1784 -0.0042 0.0031 0.0016
O 9.6242 4.1838 9.7682 -0.0215 -0.0131 -0.0115
O 13.5392 2.4851 17.4 -0.0034 0.0049 0.004
O 2.3436 0.3919 22.1707 0.0059 0.0012 0.0207
O 11.1703 8.1356 12.4172 -0.0187 -0.0021 -0.0057
O 6.5671 2.3119 14.8684 0.0055 0.0161 0.0124
O -1.7268 6.577 13.5314 -0.002 -0.0042 -0.0043
O 0.0512 3.4352 17.0634 0.0191 0.0103 0.0019
O 12.014 4.9404 21.0499 0.0092 -0.005 0.0084
O 4.6903 1.486 21.5712 -0.0056 -0.0004 0.0196
O 7.0584 -1.7114 15.7423 0.0016 0.0013 0.0033
O 12.5296 -0.3726 15.6836 0.0036 0.0003 0.0086
O 6.8457 -1.9245 18.4065 0 -0.0139 -0.0154
O 12.968 3.822 12.6995 0.0032 0.0092 -0.0062
H 3.9746 6.9395 11.396 -0.1413 0.2135 -0.0514

Results
free energy: -135753.799 eV
free energy less fixed offsets of H -15.97, O -568.88, Si -635.61 eV per atom: -2.499 eV

The program warned: the cutoff lies below the one the program advises for these potential files; the exchange-correlation potential is rough where the density is thin.
